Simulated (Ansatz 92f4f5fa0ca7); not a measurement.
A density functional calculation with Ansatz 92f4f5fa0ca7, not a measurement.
Periodic cell of 212 atoms, Si132O80, from a study of silicon, its oxide and their interface. The atomic structure is a simulated model.
Doubt: the cutoff is far below the 930 eV that the study's wrapper takes by default for these files, so forces and energies are approximate.
This geometry differs little from another in the collection (a relaxation step or a small displacement).

Settings
functional: PBE
potential files: Ansatz PAW
basis: plane waves
wave-function cutoff: 580 eV
density cutoff ratio: 5
exchange-correlation grid ratio: 1
k mesh: 1 x 1 x 1, Gamma-centred
self-consistency stop: 5e-08 eV per atom in the density residual
occupations: fixed
spin: none
net charge: 0

Cell vectors (angstrom)
a 10.938 0 0
b 0 10.938 0
c 0 0 31.6605

Atoms: element, x, y, z (angstrom)
Si -0.1649 0.492 24.5831
Si 5.9497 -0.1965 24.0853
Si 2.2331 3.1909 24.471
Si 8.9213 2.0846 24.0893
Si 0.4172 4.8751 24.3028
Si 4.9407 6.1574 24.17
Si 3.1363 7.8306 24.2222
Si 7.7501 8.9592 24.2203
Si 1.3522 1.5839 25.9347
Si 6.9939 1.4019 25.4231
Si 4.1281 4.2411 25.4036
Si 9.5252 4.0176 25.456
Si 1.3696 6.7847 25.4312
Si 6.8067 7.0312 25.3734
Si 4.1525 9.6639 25.358
Si 9.5737 9.6621 25.5701
Si 2.7721 -0.005 26.8726
Si 8.1968 0.0374 26.9367
Si -0.1505 2.8684 27.0622
Si 5.502 2.7737 26.7592
Si 2.7283 5.4757 26.8827
Si 8.149 5.518 26.7547
Si 0.0013 8.1799 26.8217
Si 5.4372 8.279 26.8589
Si 4.1018 1.3673 28.2422
Si 9.5708 1.3673 28.2422
Si 1.3673 4.1018 28.2422
Si 6.8362 4.1018 28.2422
Si 4.1018 6.8362 28.2422
Si 9.5708 6.8362 28.2422
Si 1.3673 9.5708 28.2422
Si 6.8362 9.5708 28.2422
Si 0 0 29.6095
Si 5.469 0 29.6095
Si 2.7345 2.7345 29.6095
Si 8.2035 2.7345 29.6095
Si 0 5.469 29.6095
Si 5.469 5.469 29.6095
Si 2.7345 8.2035 29.6095
Si 8.2035 8.2035 29.6095
Si 1.3673 1.3673 30.9767
Si 6.8362 1.3673 30.9767
Si 4.1018 4.1018 30.9767
Si 9.5708 4.1018 30.9767
Si 1.3673 6.8362 30.9767
Si 6.8362 6.8362 30.9767
Si 4.1018 9.5708 30.9767
Si 9.5708 9.5708 30.9767
Si 2.7345 0 0.6835
Si 8.2035 0 0.6835
Si 0 2.7345 0.6835
Si 5.469 2.7345 0.6835
Si 2.7345 5.469 0.6835
Si 8.2035 5.469 0.6835
Si 0 8.2035 0.6835
Si 5.469 8.2035 0.6835
Si 4.1018 1.3673 2.0507
Si 9.5708 1.3673 2.0507
Si 1.3673 4.1018 2.0507
Si 6.8362 4.1018 2.0507
Si 4.1018 6.8362 2.0507
Si 9.5708 6.8362 2.0507
Si 1.3673 9.5708 2.0507
Si 6.8362 9.5708 2.0507
Si 0 0 3.418
Si 5.469 0 3.418
Si 2.7345 2.7345 3.418
Si 8.2035 2.7345 3.418
Si 0 5.469 3.418
Si 5.469 5.469 3.418
Si 2.7345 8.2035 3.418
Si 8.2035 8.2035 3.418
Si 1.4513 1.3584 4.752
Si 6.8748 1.3631 4.7914
Si 4.0811 4.0422 4.8085
Si 9.5541 4.0594 4.7757
Si 1.4243 6.8228 4.8092
Si 6.8817 6.8318 4.8128
Si 4.0843 9.5074 4.7912
Si 9.5482 9.4987 4.7775
Si 2.7506 -0.0316 6.1663
Si 8.1762 -0.0893 6.1483
Si 0.0409 2.6742 6.0662
Si 5.4444 2.6418 6.1867
Si 2.7347 5.3997 6.2329
Si 8.2091 5.4023 6.2072
Si -0.0405 8.109 6.1571
Si 5.4099 8.0976 6.1863
Si 4.5699 0.8148 7.5043
Si 10.0399 0.8734 7.2729
Si 0.9028 4.4253 7.4354
Si 6.3626 4.4485 7.4127
Si 4.6114 6.1985 7.5085
Si 10.0854 6.2195 7.4567
Si 0.9437 9.9004 7.3382
Si 6.3211 9.916 7.3803
O 9.6673 -1.1701 12.4643
O 4.1585 1.244 9.0762
O 6.6967 9.2211 8.854
O 1.6393 9.1106 8.6407
O 10.3134 11.7966 10.7871
O 4.3811 6.3184 9.1553
O 6.6494 3.9452 8.9668
O 0.3852 0.6808 15.5928
O 16.1018 -11.0755 11.0793
O 5.2632 5.9106 22.546
O 2.6765 8.2329 22.6688
O -0.3436 4.8999 22.7912
O 8.3968 8.7348 22.7026
O 5.0371 5.5793 19.9309
O 5.7177 11.5668 22.6038
O 8.7392 2.1781 22.3991
Si 8.8993 3.8477 16.8277
Si -1.989 12.3837 10.069
Si -5.3231 6.5428 21.0992
Si -7.0813 22.5389 10.5771
Si 7.2147 3.9923 10.4882
Si -1.4245 5.9624 10.5837
Si 2.0305 11.7668 22.5178
Si 4.2407 -0.944 14.8934
Si 5.962 10.1748 12.3469
Si -3.3406 -1.2925 10.1323
Si 9.1293 12.2915 21.0267
Si 0.3268 16.0277 21.3154
Si -9.2654 7.4209 18.7523
Si 12.414 7.9502 21.6164
Si 9.5923 9.1856 21.6905
Si -0.9971 5.9748 18.6369
Si 3.9338 7.9789 17.1677
Si -5.5253 9.0738 19.6529
Si -7.3803 13.3021 18.942
Si 2.7243 13.7168 12.6179
Si 6.5902 3.7485 15.0045
Si 4.6504 11.5358 21.3337
Si 3.978 5.4726 18.7026
Si 5.0678 4.7641 12.5998
Si -5.5491 12.3353 16.7154
Si -2.9752 18.5667 19.7694
Si -0.9101 -2.2636 11.3032
Si 12.152 4.4197 10.5453
Si 3.6369 17.4813 10.5907
Si 8.0571 12.4039 18.327
Si 12.4711 11.6047 14.4045
Si 9.83 12.0793 16.105
Si -0.6179 11.2725 12.3361
Si 18.9359 12.1502 13.8747
Si 2.0237 9.1587 10.2184
Si 0.9068 13.2887 20.2328
O 15.051 12.3606 17.7336
O 1.3355 6.3339 21.5343
O 3.6274 1.7803 11.7179
O 4.8917 9.615 13.4386
O 4.542 19.9046 18.3029
O -3.7037 6.7062 20.9156
O -2.3732 11.4528 15.2464
O 1.9094 2.2374 18.9464
O 3.9211 3.8771 18.4484
O 1.5111 14.1945 11.6427
O 5.8685 4.8656 14.0381
O -1.6528 8.4093 20.3002
O 10.2229 13.1263 20.0999
O 2.3163 19.0104 17.4058
O -6.6511 8.5731 15.7051
O 7.916 12.1151 19.9339
O 2.6922 10.5204 14.7734
O 2.5373 -0.2822 10.5554
O 5.2769 10.5665 20.2114
O 4.2098 12.8763 20.4281
O -6.2931 17.1084 11.8429
O 12.2117 14.8437 8.9893
O -0.3073 15.7798 10.9095
O 9.4441 12.6881 8.5619
O -10.7958 18.0276 18.371
O 11.7905 11.1695 12.988
O -1.3309 10.8017 21.5012
O -2.7721 14.0199 18.0757
O -1.5309 0.7553 17.6535
O -2.4728 6.6592 18.5689
O 0.9987 10.9391 23.4601
O 5.1193 11.1704 15.604
O 11.0486 8.6467 22.1857
O 9.3749 1.4427 13.0414
O 4.45 17.3585 17.4187
O -9.698 12.0112 21.1444
O 3.1985 8.1132 10.6462
O 13.4233 16.9638 19.0778
O 6.702 0.9576 17.5808
O 1.223 3.7866 20.9327
O -1.1568 2.7759 15.9575
O -2.931 -5.5473 10.7491
O 7.7562 11.273 10.1114
O 0.6813 8.7962 11.042
O 9.7607 6.5175 9.0628
O -2.6528 2.7821 10.7079
O 5.5884 2.858 15.9709
O 5.9718 3.8971 11.5398
O 6.9449 19.6951 19.2078
O -1.262 -3.7919 11.6994
O 1.774 8.4193 20.0649
O 7.3379 2.6741 14.0411
O -3.2114 4.5222 15.9024
O -0.7739 16.2684 20.1339
O -8.6611 16.5843 10.699
O 3.3342 10.9012 22.0813
O -7.2613 14.9637 13.0042
O -1.8262 9.0404 9.987
O 4.9625 8.0341 20.8443
O -0.9611 4.9059 17.4191
O 2.5433 13.2025 23.1115
O 6.9268 9.1077 11.5439
O -4.0182 11.2249 13.1213
O -8.7324 13.0637 14.0369

Results
free energy: -129408.720 eV
free energy less fixed offsets of O -568.88, Si -635.61 eV per atom: 2.200 eV

Forces (eV/angstrom), in the order of the atoms: element, x, y, z
Si -0.007 0.0267 0.0178
Si 0.0138 -0.0014 -0.0072
Si 0.0052 0.0039 0.0045
Si 0.0035 -0.0187 -0.01
Si -0.0049 -0.0014 -0.0097
Si -0.0014 -0.0063 0.0122
Si -0.0056 0.0117 0.0103
Si 0.004 -0.0055 0.0203
Si -0.0318 -0.0035 0.0135
Si 0.0004 0.0018 0.0046
Si -0.0071 0.0024 -0.0072
Si 0.0097 -0.0018 0.0034
Si 0.0173 -0.0026 0.0005
Si -0.009 0.0138 -0.0132
Si -0.0131 -0.0165 0.0134
Si -0.0144 0.0096 -0.0062
Si -0.0003 0.0013 0.0081
Si 0.0053 0.0072 0.0101
Si 0.0167 -0.0052 0.0138
Si 0.0008 -0.0026 0.0078
Si -0.0075 -0.0072 0.0157
Si 0.0053 -0.0035 0.0061
Si -0.006 -0.0026 0.0136
Si 0.002 0.0001 -0.0007
Si 0.4955 0.1557 -0.4421
Si -0.4538 -0.0897 1.1238
Si 0.0428 0.5887 0.7078
Si -0.0263 0.2344 -0.6488
Si -0.0388 0.2406 -0.0699
Si -0.0944 -0.1694 -0.5767
Si 0.091 -0.2294 -0.3798
Si -0.1403 0.1036 0.2466
Si -0.0358 0.0758 -0.0261
Si 0.1476 0.0626 0.0609
Si -0.0478 0.0116 -0.0589
Si 0.07 -0.1611 0.0764
Si 0.234 0.0554 0.099
Si 0.0361 0.0219 -0.0426
Si 0.001 -0.0416 0.0262
Si -0.0501 0.0047 -0.0427
Si 0.0416 -0.0503 -0.0126
Si -0.0648 0.1135 0.0072
Si -0.0289 0.0003 -0.0073
Si -0.0729 0.0085 -0.0352
Si -0.0986 0.0877 0.0204
Si 0.0193 0.0046 -0.0016
Si -0.0653 0.0152 -0.0285
Si 0.0331 -0.0524 -0.0138
Si 0.0249 -0.0066 0.0495
Si 0.0216 0.0119 0.0002
Si 0.0174 0.0144 0.0064
Si 0.0425 -0.0873 0.0271
Si -0.0217 -0.0148 0.005
Si 0.0504 -0.0247 0.0329
Si 0.0555 0.009 0.0378
Si 0.0264 0.0072 0.0054
Si -0.0587 0.1016 -0.0121
Si -0.044 0.0041 0.0163
Si 0.005 -0.0546 0.0043
Si -0.0357 -0.0316 -0.01
Si -0.0496 0.0324 0.0142
Si -0.0576 0.0475 -0.002
Si -0.0783 -0.0497 -0.0109
Si -0.0148 -0.0491 0.0007
Si 0.0673 -0.1763 0.2807
Si 0.0203 -0.1529 0.2865
Si 0.1928 0.0344 -0.5999
Si -0.0801 -0.0949 -0.3662
Si 0.0819 -0.0318 0.2777
Si 0.0547 -0.1555 0.446
Si -0.1155 -0.1146 -0.333
Si -0.1538 -0.2162 -0.4356
Si 0.0075 0.0165 -0.0217
Si 0.0072 0.0078 -0.0176
Si -0.0095 -0.0151 -0.0187
Si -0.0003 -0.0126 -0.0202
Si 0.0049 0.0044 -0.0157
Si 0.0119 0.0139 -0.0102
Si -0.0007 -0.0088 -0.0234
Si -0.009 -0.0103 -0.0246
Si 0.0027 0.0051 0.0017
Si 0.0025 0.0065 0.0086
Si 0.0013 -0.0064 0.0004
Si 0.0015 0.0038 0.0017
Si 0.009 0.0094 0.0055
Si 0 0.0036 0.004
Si -0.0013 -0.0141 0.0103
Si 0.0008 0.001 0.0108
Si 0.0036 -0.0163 0.0067
Si 0.0011 -0.0065 0.01
Si -0.0103 0.0041 0.0074
Si -0.0103 0.0128 0.005
Si 0.0028 -0.006 -0.0214
Si 0.0143 -0.003 -0.0121
Si -0.0038 0.0123 0.0288
Si -0.0017 0.0058 0.0041
O -0.0027 -0.0026 0.0121
O -0.0036 0.0003 0.0037
O -0.0012 0.0003 -0.0022
O -0.0019 0.0051 -0.0145
O 0.0029 -0.0043 0.0084
O -0.0092 0.002 0.0214
O 0.0105 -0.0055 0.0142
O 0.0024 0.0019 -0.0044
O -0.0146 0.0047 0.0047
O 0.0055 -0.004 -0.0024
O -0.0015 -0.0002 0.0025
O 0.0018 0.0064 -0.0017
O 0.0141 -0.0002 -0.0157
O 0.0013 0.0067 0.0052
O -0.0026 0.0048 0.0058
O -0.0054 0.005 0.0232
Si 0.0023 -0.0032 0.0004
Si 0.0012 -0.0004 -0.0151
Si 0.0071 0.0019 0.0024
Si 0.0021 0.0018 -0.0064
Si -0.0003 -0.0147 -0.0075
Si 0.0041 0.0054 -0.0191
Si -0.0074 -0.0076 -0.0129
Si -0.0063 -0.0021 -0.0009
Si -0.0051 -0.0049 -0.0127
Si 0.0029 0.0029 -0.009
Si 0.0118 -0.0111 -0.0038
Si 0.004 0.0072 0.0124
Si 0.003 0.0157 0.0047
Si -0.0107 -0.0125 0.002
Si 0.0155 0.0199 0.0199
Si 0.0075 0.002 0.0192
Si -0.0089 -0.0038 0.0103
Si -0.008 0.0072 0.0154
Si 0.0005 -0.0049 0.0116
Si 0.0009 -0.0165 -0.0018
Si 0.0015 -0.0008 0.0054
Si 0.0006 0.0043 0.0074
Si 0.0062 0.0003 0.0046
Si 0.0088 0.0034 -0.0059
Si -0.0002 -0.0014 0.0008
Si 0.0108 0.006 0.0228
Si 0.0139 0.0057 -0.0213
Si 0.0029 -0.002 -0.0243
Si -0.005 0.0116 -0.0018
Si 0.0068 -0.0069 0.0127
Si 0.0041 -0.0051 0.0034
Si -0.0032 0.0031 0.006
Si 0.0007 0.0059 -0.0161
Si 0.0034 0.0031 -0.0025
Si -0.0052 -0.0083 -0.006
Si -0.0125 0.0009 0.0081
O 0.0025 0.0042 0.0028
O -0.0028 0.0075 0.0018
O 0.0009 0.0025 0.0046
O 0.0051 0.0016 0.0092
O 0.0053 -0.0017 -0.0046
O -0.0091 -0.0026 0.0006
O -0.0013 -0.0019 -0.0002
O 0.0063 0.0004 -0.0134
O -0.0003 0.0016 -0.0001
O -0.0023 0.0041 0.0077
O -0.0023 0.0015 -0.0018
O -0.0168 -0.009 -0.0048
O 0.0045 0.0067 0.0024
O -0.0008 -0.0031 0.0097
O -0.0015 0.0064 0.0056
O -0.0021 0.0021 -0.0007
O 0.0045 0.0015 0.0034
O 0.0012 -0.0026 0.0069
O 0.0034 -0.0037 -0.0039
O 0.0038 0.0002 -0.0014
O 0.0012 -0.003 0.0095
O 0.0059 0.0026 0.0048
O -0.0054 0.0049 0.0075
O -0.0021 -0.001 0.0047
O -0.0059 -0.0055 -0.0012
O -0.0064 -0.0014 0.0055
O -0.0038 -0.0152 0.007
O 0.0003 0.0014 -0.0028
O -0.0002 0.0018 0.0038
O 0.0037 -0.0042 -0.0081
O 0.0122 -0.011 -0.0118
O 0.0001 0.0013 0.0053
O -0.0075 0.0014 0.0004
O -0.0036 -0.0023 0.0095
O -0.0033 -0.0005 0.0055
O 0.0202 -0.0064 0.026
O 0.001 -0.0045 0.006
O 0.001 -0.0021 0.0018
O -0.0048 -0.0007 -0.0031
O -0.0022 0.009 -0.0009
O -0.0021 -0.001 0.0004
O -0.0023 -0.0061 0.0014
O 0.0031 -0.0014 0.0086
O -0.004 0.0001 0.0118
O -0.007 -0.0074 0.0175
O -0.0029 0.0075 0.0033
O -0.0009 -0.0026 0.0037
O 0.0111 0.0063 0.0014
O 0.0018 -0.0021 -0.0047
O -0.0006 0.0047 0.0106
O 0.0003 -0.0093 0.0008
O -0.001 0.0027 0.0046
O 0.0018 0.0028 0.002
O 0.0033 -0.0001 -0.0054
O -0.0047 -0.0061 0.0032
O -0.0049 0.0121 0.0094
O 0.0008 0.0022 0.0035
O 0.0002 0.0001 0.0115
O 0.0027 -0.0051 -0.0018
O -0.0025 0.0019 -0.0004
O 0.0021 -0.0029 -0.0058
O 0.0017 -0.0045 0.0089
O 0.008 0.0019 0.0122
O 0.0019 0.0057 0.0019

The program warned: the cutoff lies below the one the program advises for these potential files; the exchange-correlation potential is rough where the density is thin.
